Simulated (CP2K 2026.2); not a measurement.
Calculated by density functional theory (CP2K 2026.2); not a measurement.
Periodic cell of 504 atoms, Si360O144, from a study of silicon, its oxide and their interface. The atomic structure is a simulated model.
Doubt: the forces sum to 1.91 eV/angstrom along one axis rather than to zero, so they err by at least 0.0038 eV/angstrom per atom on average; the grid cutoff is modest.

Settings: functional PBE; method Gaussian and plane waves; basis set DZVP-MOLOPT-SR-GTH; pseudopotentials GTH-PBE; grid cutoff 350 Ry, relative cutoff 50 Ry; k points Gamma only; occupations fixed; spin none; net charge 0.

Cell vectors (angstrom)
a	16.32	0	0
b	0	16.32	0
c	1.6197	3.7493	34.9212

Atoms and the computed forces on them: element, x, y, z (angstrom), force x, y, z (eV/angstrom)
Si	2.683	18.853	34.907	0.19	-0.077	0.701
Si	3.833	1.621	0.037	0.121	-0.185	0.799
Si	1.62	3.825	0.079	-0.062	0.208	0.782
Si	4.28	6.825	0.208	-0.26	0.094	0.672
Si	1.091	9.816	0.105	0.101	-0.178	0.777
Si	4.341	11.896	0.064	-0.054	0.189	0.703
Si	7.022	14.767	0.105	-0.207	0.085	0.737
Si	9.699	1.111	0.028	-0.166	0.263	0.772
Si	8.105	8.333	34.834	0.351	-0.488	0.73
Si	11.364	10.098	34.854	-0.242	0.384	0.722
Si	6.714	9.885	0.245	0	-0.155	0.645
Si	9.161	12.534	0.248	0.194	0.004	0.76
Si	13.687	19.064	34.702	0.23	-0.42	0.67
Si	16.912	4.863	34.914	-0.157	0.119	0.799
Si	12.063	4.219	0.145	0.15	-0.109	0.76
Si	14.819	6.929	0.101	0.203	-0.174	0.741
Si	12.601	9.115	0.256	-0.185	-0.007	0.845
Si	16.678	15.656	34.92	-0.095	0.214	0.683
Si	2.675	16.295	1.285	-0.009	0.007	-0.045
Si	5.475	2.807	1.208	0.003	0.036	-0.054
Si	2.704	5.504	1.355	0.013	-0.005	-0.039
Si	5.553	8.259	1.493	-0.008	0.015	-0.046
Si	2.728	10.867	1.416	-0.013	0.008	-0.035
Si	5.423	13.571	1.349	0	-0.009	-0.057
Si	8.176	16.32	1.403	0.012	-0.019	-0.052
Si	10.82	2.691	1.379	0.003	-0.017	-0.053
Si	8.141	5.43	1.378	-0.005	-0.014	-0.055
Si	10.8	8.056	1.268	0.008	-0.005	-0.057
Si	8.094	11.048	1.689	0.014	0.006	-0.027
Si	10.973	13.654	1.188	-0.003	0.039	-0.059
Si	13.625	16.33	1.246	0.018	0.015	-0.048
Si	0.068	2.663	1.387	0.012	-0.008	-0.06
Si	13.641	5.381	1.411	-0.025	0.025	-0.044
Si	16.331	8.168	1.399	-0.008	0.007	-0.048
Si	13.646	10.784	1.491	0.011	0.007	-0.071
Si	16.204	13.561	1.295	0.022	-0.036	-0.044
Si	1.388	1.307	2.753	0.021	0.004	0.039
Si	4.121	4.124	2.673	0.006	-0.01	0.025
Si	1.35	6.799	2.746	0.015	0.019	0.009
Si	4.065	9.522	2.806	0.009	0.002	0.021
Si	1.35	12.291	2.693	-0.023	0.012	0.015
Si	4.053	14.965	2.653	-0.01	-0.004	0.02
Si	6.78	1.418	2.643	-0.035	0.009	-0.012
Si	9.451	4.024	2.742	0.012	0.03	0.015
Si	6.886	6.844	2.787	-0.013	-0.019	0.014
Si	9.535	9.5	2.706	0.031	-0.018	0.006
Si	6.689	12.351	2.934	-0.023	0.033	0.042
Si	9.598	14.953	2.694	0.016	-0.021	0.024
Si	12.271	1.354	2.67	-0.003	-0.001	0.027
Si	15.003	4.024	2.728	0.005	-0.002	-0.004
Si	12.199	6.75	2.719	-0.014	0.019	0.022
Si	15.014	9.484	2.842	-0.01	-0.027	0.048
Si	12.229	12.249	2.65	-0.012	0.014	0.005
Si	14.892	14.932	2.677	0.01	0.005	0.022
Si	16.287	16.284	4.057	-0.001	0.001	0.001
Si	2.762	2.729	4.051	-0.008	-0.005	-0.037
Si	16.32	5.423	4.088	-0.01	0.004	-0.003
Si	2.717	8.136	4.125	0.011	-0.017	-0.006
Si	16.372	10.9	4.112	0.006	-0.009	-0.015
Si	2.703	13.635	4.067	-0.01	-0.005	-0.011
Si	5.425	16.349	4.004	0.013	-0.009	-0.014
Si	8.114	2.692	4.1	0.024	-0.004	0.027
Si	5.468	5.457	4.076	-0.004	-0.011	-0.011
Si	8.212	8.189	4.139	0	0.007	0.029
Si	5.37	10.902	4.194	0.01	0.004	-0.004
Si	8.194	13.673	4.128	0.009	-0.005	-0.005
Si	10.92	16.321	4.065	-0.004	-0.007	-0.018
Si	13.611	2.694	4.07	-0.021	-0.006	0.01
Si	10.85	5.396	4.08	-0.008	0.018	-0.007
Si	13.569	8.124	4.101	-0.021	0.023	-0.025
Si	10.892	10.883	4.042	0.002	0	0.011
Si	13.569	13.584	4.063	0.005	-0.003	0
Si	1.369	14.97	16.288	-0.005	0.007	-0.01
Si	4.091	17.675	16.284	0.005	0.004	-0.01
Si	1.354	4.09	16.277	0	-0.003	-0.007
Si	4.089	6.83	16.331	0.012	0.01	-0.003
Si	1.375	9.523	16.355	0.007	0.002	0.004
Si	4.099	12.243	16.361	-0.005	0.012	0.003
Si	6.782	14.925	16.362	-0.018	-0.004	0.003
Si	9.535	17.668	16.315	-0.002	-0.008	-0.001
Si	6.807	4.112	16.309	0.004	-0.002	-0.014
Si	9.51	6.804	16.321	-0.001	-0.002	-0.01
Si	6.794	9.531	16.347	0.011	0.002	-0.003
Si	9.493	12.213	16.348	-0.003	-0.016	-0.005
Si	12.225	14.943	16.315	-0.008	-0.002	0.001
Si	14.962	17.694	16.288	0.002	0.007	-0.012
Si	12.229	4.078	16.305	0.003	-0.008	-0.006
Si	14.971	6.833	16.295	0.004	-0.005	-0.005
Si	12.212	9.506	16.32	0.001	-0.014	-0.007
Si	14.949	12.23	16.295	-0.001	0.002	-0.013
Si	2.756	16.304	17.645	-0.016	0.004	0.004
Si	5.422	2.753	17.619	0.007	-0.012	0.005
Si	2.667	5.487	17.632	-0.009	-0.013	-0.004
Si	5.464	8.166	17.72	-0.016	-0.007	0.024
Si	2.746	10.882	17.72	-0.009	-0.001	0.027
Si	5.453	13.559	17.789	0.021	-0.014	0.002
Si	8.177	16.295	17.66	0.008	0.005	0.029
Si	10.868	2.727	17.688	0.005	0.019	0.009
Si	8.178	5.441	17.7	-0.014	-0.001	-0.01
Si	10.826	8.179	17.699	0.004	0.004	0.014
Si	8.122	10.882	17.752	0.012	-0.007	0.006
Si	10.882	13.553	17.679	0.003	0.01	0.011
Si	13.572	16.355	17.628	0.015	-0.006	-0.007
Si	16.36	2.701	17.641	-0.008	0.001	0.022
Si	13.614	5.455	17.606	0	0.006	0.009
Si	16.306	8.178	17.711	-0.015	0	0.006
Si	13.616	10.836	17.651	0.002	0.006	-0.011
Si	16.294	13.629	17.613	0.007	-0.005	0.012
Si	1.424	17.659	19.005	0.009	0.014	-0.031
Si	4.006	4.108	18.935	0	-0.011	-0.023
Si	1.338	6.815	19.065	0.004	-0.017	-0.006
Si	4.131	9.527	19.11	0.003	0.022	-0.037
Si	1.307	12.274	18.976	0.013	-0.011	-0.037
Si	4.066	14.965	19.074	-0.005	0.009	-0.004
Si	6.834	17.743	18.936	0.013	0.003	-0.034
Si	9.523	4.079	19.08	-0.011	-0.005	-0.01
Si	6.841	6.798	19.077	0.006	0.011	-0.011
Si	9.452	9.514	19.123	0.003	-0.013	-0.014
Si	6.797	12.185	19.222	-0.02	0.02	0.008
Si	9.498	14.882	19.034	-0.01	-0.009	-0.036
Si	12.23	17.686	19.03	0.012	-0.011	-0.01
Si	14.997	4.102	18.933	0.006	0.005	-0.03
Si	12.241	6.798	18.956	0.012	-0.01	-0.051
Si	14.945	9.531	19.092	0	0.006	-0.002
Si	12.266	12.162	19.004	-0.022	0.003	-0.011
Si	14.949	15.02	18.952	-0.002	0.01	-0.027
Si	16.357	16.308	20.334	-0.013	-0.007	0.038
Si	2.735	2.756	20.367	-0.017	-0.015	0.04
Si	16.306	5.418	20.394	-0.017	-0.021	0.047
Si	2.688	8.193	20.408	0.004	0.013	0.042
Si	16.276	10.974	20.41	0.006	0.014	0.042
Si	2.638	13.598	20.381	-0.006	-0.017	0.04
Si	5.501	16.392	20.28	0.011	-0.002	0.047
Si	8.119	2.746	20.427	-0.01	-0.018	0.044
Si	5.358	5.434	20.278	0.001	0.008	0.037
Si	8.155	8.118	20.566	0.009	-0.007	0.038
Si	5.471	10.797	20.647	-0.022	-0.01	0.048
Si	8.201	13.549	20.551	0.015	0.022	0.058
Si	10.841	16.297	20.334	-0.011	0.01	0.04
Si	13.657	2.752	20.288	0.013	0.007	0.054
Si	10.95	5.44	20.361	0.022	0.008	0.058
Si	13.553	8.122	20.377	-0.005	-0.017	0.062
Si	10.906	10.837	20.422	0.012	-0.01	0.033
Si	13.607	13.622	20.255	0.013	0.014	0.029
Si	1.08	14.742	21.752	0.164	0.101	-0.726
Si	4.381	17.962	21.602	-0.105	-0.052	-0.759
Si	1.138	3.845	21.721	0.18	0.214	-0.759
Si	4.217	6.938	21.66	-0.221	-0.091	-0.771
Si	1.542	9.819	21.672	-0.064	-0.146	-0.765
Si	3.745	12.013	21.698	0.192	0.028	-0.808
Si	7.012	15.257	21.654	-0.039	-0.174	-0.792
Si	9.252	17.407	21.651	0.098	0.128	-0.799
Si	6.469	3.929	21.656	0.199	0.009	-0.701
Si	9.84	6.951	21.753	-0.186	-0.043	-0.714
Si	6.532	9.085	22.038	0.26	0.38	-0.707
Si	9.896	12.42	21.831	-0.332	-0.136	-0.699
Si	12.045	14.724	21.572	0.041	0.21	-0.781
Si	15.256	17.949	21.562	-0.118	-0.1	-0.795
Si	12.532	4.28	21.646	-0.108	-0.128	-0.791
Si	14.673	6.53	21.666	0.193	0.069	-0.782
Si	12	9.222	21.752	0.094	0.144	-0.769
Si	15.113	12.589	21.703	-0.028	-0.16	-0.706
Si	16.469	7.962	23.794	0.036	-0.009	-0.183
Si	15.207	15.943	26.203	0.142	0.064	-0.1
Si	15.375	15.879	32.028	0.029	-0.007	0.139
Si	5.294	15.089	28.485	0.102	-0.057	0.124
Si	13.339	15.241	28.453	-0.086	-0.129	-0.069
Si	8.026	5.548	23.892	0.035	0.057	-0.113
Si	2.936	16.209	23.849	-0.055	-0.102	-0.13
Si	13.481	16.494	23.708	-0.058	0.102	-0.212
Si	2.055	9.464	32.902	-0.107	0.014	0.119
Si	14.508	5.085	30.176	0.006	-0.109	0.068
Si	5.035	13.985	23.808	-0.091	0.123	-0.149
Si	15.354	6.568	32.761	0.064	-0.039	0.122
Si	9.775	4.017	25.789	-0.022	-0.033	-0.04
Si	3.055	5.63	26.91	-0.062	0.053	0.048
Si	17.035	8.154	30.713	0.01	-0.108	-0.095
Si	1.557	17.185	26.41	0.035	0.029	0.08
Si	9.837	15.267	30.621	0.038	0.014	-0.056
Si	2.372	5.709	23.883	-0.052	-0.022	-0.163
Si	15.475	9.964	25.836	0.055	0.086	-0.084
Si	11.806	6.362	29.545	0.016	0.168	0.143
Si	8.234	16.049	28.27	0.109	0.03	-0.019
Si	14.139	18.584	31.562	0.07	0.087	0.177
Si	17.358	14.423	27.302	0	0.046	-0.009
Si	17.325	5.598	29.018	0.09	0.042	-0.006
Si	4.171	11.812	32.967	-0.043	0.06	0.119
Si	7.804	6.743	28.577	0.043	0.019	-0.035
Si	5.98	12.987	26.519	-0.025	0.129	0.053
Si	13.286	11.147	23.909	-0.032	-0.032	-0.168
Si	9.946	8.74	29.558	0.1	0.045	-0.029
Si	1.476	11.47	26.925	-0.186	-0.058	-0.02
Si	13.793	12.538	29.731	-0.065	0.064	-0.111
Si	11.769	17.454	30.073	-0.017	0.06	-0.114
Si	4.205	10.857	27.753	-0.007	0.062	0.133
Si	8.181	4.536	30.557	0.187	0.072	0.061
Si	10.404	14.105	33.131	-0.002	-0.093	0.213
Si	17.717	14.839	30.241	0.118	0.012	0.095
Si	11.241	18.631	23.769	0.069	0.001	-0.298
Si	4.009	12.967	30.152	-0.117	0.084	-0.065
Si	7.11	8.402	24.985	0.088	0.06	-0.204
Si	15.793	10.261	28.737	0.088	-0.051	0.039
Si	9.944	8.939	32.481	-0.052	0.096	0.177
Si	9.616	18.896	28.582	0.028	-0.058	0.002
Si	10.412	5.988	32.109	-0.026	0.058	0.083
Si	10.432	11.873	24.735	-0.061	-0.103	-0.12
Si	3.464	17.031	29.952	0.004	-0.005	0.135
Si	4.553	17.427	32.874	-0.107	-0.009	0.086
Si	5.196	8.017	27.299	-0.008	-0.057	-0.095
Si	10.272	6.48	26.915	0.027	0.193	0.037
Si	9.053	13.593	26.804	-0.026	0.088	-0.05
Si	11.291	13.397	28.659	-0.002	-0.052	-0.097
Si	13.259	13.727	32.349	-0.024	0.117	0.055
Si	2.604	3.167	28.409	-0.082	0.023	-0.095
Si	9.719	9.338	26.579	-0.015	-0.016	-0.004
Si	6.728	19.752	32.912	0.083	0.009	0.187
Si	1.338	14.965	5.438	0.001	0.006	0.012
Si	4.092	1.365	5.422	0.003	0.001	0.001
Si	1.382	4.068	5.426	0.015	0.009	0.001
Si	4.096	6.785	5.456	0.006	0.004	0.026
Si	1.378	9.525	5.474	0.003	0.017	0.002
Si	4.02	12.28	5.492	-0.01	0	0.009
Si	6.803	15.036	5.429	-0.012	0.008	0
Si	9.525	1.346	5.422	0.003	-0.005	0.009
Si	6.793	4.082	5.453	-0.009	0.004	0.008
Si	9.541	6.788	5.466	0.021	0	0.007
Si	6.801	9.532	5.471	-0.004	-0.006	0.003
Si	9.523	12.232	5.43	0.001	-0.01	-0.001
Si	12.243	14.951	5.443	-0.005	-0.001	0.011
Si	14.959	1.337	5.434	0.005	-0.009	0.003
Si	12.239	4.056	5.427	-0.006	-0.006	0.013
Si	14.944	6.772	5.448	-0.009	-0.016	0
Si	12.244	9.535	5.436	-0.003	-0.012	0.002
Si	14.959	12.246	5.43	-0.001	0.008	0.004
Si	2.717	16.331	6.782	-0.01	0	-0.006
Si	5.437	2.718	6.807	0.01	0.002	0.003
Si	2.725	5.428	6.805	0.012	0	-0.003
Si	5.446	8.155	6.816	-0.009	-0.004	0.001
Si	2.704	10.891	6.848	0.003	-0.002	0.015
Si	5.442	13.642	6.785	0.001	-0.001	-0.009
Si	8.162	16.347	6.817	0.004	0.004	-0.001
Si	10.876	2.709	6.791	0.005	-0.005	-0.003
Si	8.161	5.437	6.811	-0.001	-0.004	0.003
Si	10.893	8.167	6.807	-0.002	0.007	0.003
Si	8.166	10.892	6.813	-0.001	0.007	0.006
Si	10.881	13.59	6.797	0.001	0.005	-0.002
Si	13.602	16.308	6.805	-0.004	0.004	0.001
Si	16.33	2.709	6.783	-0.012	-0.004	-0.007
Si	13.591	5.416	6.804	-0.007	0.008	0.002
Si	16.308	8.155	6.796	0.002	0.005	-0.01
Si	13.607	10.884	6.799	0.001	-0.005	-0.005
Si	16.31	13.602	6.805	0.008	-0.007	-0.004
Si	1.364	1.36	8.158	0.007	0.001	-0.002
Si	4.078	4.074	8.171	-0.006	-0.004	-0.001
Si	1.359	6.8	8.152	-0.001	-0.01	-0.011
Si	4.087	9.523	8.171	0.007	0.013	-0.004
Si	1.337	12.247	8.185	-0.015	-0.012	-0.001
Si	4.077	14.979	8.156	0.005	0.011	-0.014
Si	6.804	1.378	8.176	0.011	0.011	0
Si	9.524	4.073	8.16	0.003	0.007	-0.008
Si	6.803	6.795	8.174	0.001	0	-0.005
Si	9.523	9.52	8.166	-0.004	-0.008	-0.002
Si	6.795	12.265	8.148	0.001	-0.005	0
Si	9.516	14.956	8.154	-0.016	-0.013	-0.006
Si	12.236	1.351	8.155	-0.001	-0.006	-0.009
Si	14.965	4.065	8.152	0	-0.001	-0.005
Si	12.247	6.798	8.162	0.004	0.005	-0.002
Si	14.958	9.519	8.161	-0.002	0.007	0.002
Si	12.245	12.24	8.162	-0.003	-0.001	-0.007
Si	14.959	14.959	8.172	0.001	0.002	-0.006
Si	16.325	16.32	9.521	-0.001	0.001	-0.006
Si	2.719	2.717	9.528	-0.002	0.005	-0.003
Si	16.32	5.438	9.511	-0.002	0.004	-0.006
Si	2.717	8.161	9.519	-0.003	0.002	-0.007
Si	16.307	10.878	9.534	-0.001	0.005	0.002
Si	2.72	13.61	9.518	-0.001	-0.01	-0.006
Si	5.439	16.329	9.523	0.003	0	-0.003
Si	8.165	2.728	9.534	-0.009	0.004	0.003
Si	5.44	5.436	9.529	0.001	-0.003	-0.002
Si	8.161	8.162	9.525	-0.004	-0.001	0.005
Si	5.446	10.894	9.514	0.003	-0.006	0.001
Si	8.157	13.605	9.52	0.003	0.003	-0.001
Si	10.876	16.314	9.517	0.008	0.006	-0.005
Si	13.599	2.712	9.513	-0.004	-0.007	-0.006
Si	10.879	5.44	9.516	-0.011	-0.002	-0.003
Si	13.602	8.16	9.522	0.005	-0.002	-0.001
Si	10.884	10.88	9.523	0	0.002	0.001
Si	13.598	13.598	9.528	0.007	0.002	0.001
Si	1.363	14.961	10.885	0	0.011	0.001
Si	4.083	1.363	10.889	-0.005	0.003	0.002
Si	1.36	4.086	10.878	0.002	-0.003	0
Si	4.08	6.806	10.879	0.001	-0.006	-0.002
Si	1.36	9.521	10.882	-0.005	0.008	0.004
Si	4.081	12.245	10.874	0.002	-0.001	-0.001
Si	6.798	14.964	10.881	-0.003	-0.004	0.003
Si	9.521	1.355	10.883	-0.004	-0.003	0
Si	6.802	4.083	10.893	0.013	0.001	0.005
Si	9.52	6.798	10.881	0.003	-0.004	0
Si	6.801	9.531	10.877	-0.002	0.005	0.001
Si	9.515	12.24	10.877	-0.008	0.002	0.001
Si	12.232	14.956	10.883	-0.003	-0.002	-0.002
Si	14.96	1.358	10.875	0	-0.002	-0.001
Si	12.238	4.076	10.87	0.01	0.009	-0.005
Si	14.965	6.802	10.875	-0.003	0.002	0
Si	12.24	9.519	10.884	0.002	-0.007	0
Si	14.953	12.24	10.893	-0.005	-0.01	0.003
Si	2.723	16.319	12.243	0.002	-0.005	0.004
Si	5.447	2.717	12.252	-0.005	0.004	0.003
Si	2.724	5.445	12.238	-0.004	0.004	0.002
Si	5.435	8.176	12.236	0.003	0.002	0
Si	2.724	10.884	12.235	0.003	-0.001	0.002
Si	5.443	13.596	12.238	-0.002	0.006	0.001
Si	8.16	16.317	12.244	0	0.004	0.003
Si	10.88	2.719	12.238	0.002	-0.001	0
Si	8.158	5.448	12.248	-0.011	0.002	0.007
Si	10.876	8.16	12.24	-0.001	-0.003	0.003
Si	8.158	10.881	12.243	0.007	-0.006	0.004
Si	10.866	13.599	12.243	0.005	-0.005	-0.001
Si	13.602	16.315	12.232	0	0.005	-0.002
Si	16.314	2.728	12.231	-0.001	0.001	0.001
Si	13.593	5.444	12.222	-0.003	-0.006	-0.001
Si	16.321	8.162	12.242	-0.001	-0.008	0.005
Si	13.593	10.881	12.251	0.003	0.013	0.002
Si	16.327	13.595	12.246	-0.002	-0.002	-0.001
Si	1.358	17.689	13.584	-0.007	0.007	0.004
Si	4.09	4.092	13.597	0.008	-0.007	0.003
Si	1.371	6.81	13.598	0.004	-0.009	0.007
Si	4.08	9.534	13.606	-0.007	0.007	-0.001
Si	1.373	12.236	13.607	0.006	-0.005	0.003
Si	4.085	14.952	13.598	-0.001	-0.001	0.003
Si	6.806	17.671	13.613	0.006	-0.008	0.002
Si	9.517	4.078	13.6	0.006	0.001	0.007
Si	6.796	6.822	13.597	-0.002	0.006	0.004
Si	9.513	9.516	13.601	0.006	-0.004	0.009
Si	6.798	12.237	13.606	-0.009	0.005	0.004
Si	9.505	14.95	13.612	-0.004	0.005	0
Si	12.243	17.673	13.59	0.01	-0.003	0.002
Si	14.95	4.093	13.582	-0.01	0.01	-0.001
Si	12.237	6.797	13.591	0.005	-0.005	-0.003
Si	14.961	9.525	13.605	-0.005	-0.003	0.007
Si	12.218	12.236	13.602	-0.01	0.002	0.005
Si	14.957	14.953	13.594	0.003	0.001	0.005
Si	16.32	16.326	14.937	0.003	0.001	-0.003
Si	2.726	2.725	14.939	-0.003	-0.001	-0.002
Si	16.312	5.454	14.935	0	0.001	-0.003
Si	2.723	8.176	14.968	0.001	-0.007	0.005
Si	16.337	10.873	14.968	-0.002	0.005	0.002
Si	2.741	13.592	14.969	0.008	0.004	-0.002
Si	5.451	16.292	14.964	-0.005	-0.003	-0.002
Si	8.162	2.72	14.97	-0.002	0.001	0.002
Si	5.44	5.467	14.958	-0.002	-0.002	-0.001
Si	8.149	8.171	14.973	-0.006	-0.001	-0.001
Si	5.44	10.887	14.978	0.003	-0.004	0.003
Si	8.147	13.586	14.984	0.006	0.001	0.007
Si	10.882	16.312	14.948	0.008	0.004	-0.002
Si	13.594	2.729	14.939	0.002	-0.001	-0.002
Si	10.873	5.446	14.955	0.002	0.003	0
Si	13.585	8.166	14.949	-0.004	-0.001	0
Si	10.859	10.875	14.968	-0.001	0.005	0.003
Si	13.586	13.593	14.948	0	-0.004	-0.005
O	12.598	18.228	31.214	-0.502	0.141	0.372
O	16.239	13.673	22.236	0.066	0.18	0.57
O	15.875	8.56	25.158	-0.166	-0.286	0.128
O	2.017	16.338	30.155	-0.503	0.274	-0.056
O	3.227	18.014	33.605	-0.167	-0.175	-0.26
O	14.278	16.11	27.498	0.016	0.756	0.259
O	9.294	6.09	23.029	0.379	-0.152	0.367
O	2.65	10.901	22.218	-0.004	-0.124	0.468
O	8.711	17.583	28.264	-0.267	-0.047	0.093
O	1.712	15.455	23.082	-0.147	0.118	0.284
O	13.604	5.398	22.188	0.053	0.005	0.327
O	10.97	13.623	22.124	0.018	-0.075	0.249
O	6.157	14.723	22.921	0.083	-0.142	0.428
O	15.292	11.763	34.615	-0.066	0.109	-0.437
O	3.602	6.221	22.98	0.372	-0.337	0.057
O	5.429	2.77	22.187	0.151	0.087	0.331
O	17.072	10.094	33.636	-0.23	-0.162	-0.457
O	7.144	14.589	34.526	-0.171	-0.052	-0.43
O	11.152	15.294	33.937	0.655	-0.032	-0.104
O	14.179	10.599	25.128	-0.282	0.138	0.577
O	17.903	14.642	34.514	0.161	0.134	-0.548
O	5.34	7.984	22.209	0.109	0.025	0.115
O	17.1	9.191	22.961	0.103	0.08	0.267
O	2.482	8.109	33.666	-0.017	-0.187	-0.205
O	8.973	15.2	27.084	0.421	0.41	-0.541
O	14.293	7.24	33.755	-0.006	-0.084	-0.206
O	1.645	3.705	34.397	0.112	-0.106	-0.408
O	3.83	11.79	29.036	-0.395	-0.152	0.17
O	6.873	9.369	34.662	-0.12	-0.121	-0.306
O	16.361	2.7	22.125	-0.041	0.018	0.297
O	3.374	13.031	33.648	-0.152	0.327	-0.474
O	9.77	9.637	28.198	0.03	0.675	0.124
O	9.746	17.402	34.558	0.233	-0.025	-0.243
O	16.53	14.952	31.343	-0.092	-0.538	0.072
O	4.356	6.492	34.484	-0.094	0.156	-0.422
O	7.046	3.756	31.38	-0.291	-0.132	-0.463
O	15.127	9.675	27.385	-0.474	-0.586	0.276
O	8.546	15.361	29.692	-0.629	-0.427	0.169
O	5.169	16.148	33.649	-0.154	-0.275	-0.363
O	3.706	17.198	22.851	-0.097	-0.054	0.403
O	5.491	11.445	33.811	0.189	0.292	-0.483
O	3.543	4.236	27.612	0.746	-0.15	-0.299
O	12.472	3.804	34.513	0.048	-0.109	-0.495
O	14.586	17.297	22.876	0.018	0.172	0.292
O	11.397	7.956	29.617	0.445	0.182	-0.194
O	11.903	3.523	22.938	-0.045	0.106	0.397
O	1.761	13.06	26.859	0.394	0.232	-0.042
O	10.774	7.557	32.321	0.361	-0.122	-0.294
O	16.034	14.56	26.38	-0.426	-0.524	-0.473
O	11.368	5.552	30.882	0.331	-0.681	0.137
O	7.041	9.284	23.598	0.236	0.325	0.172
O	9.469	3.531	27.292	-0.221	0.171	0.187
O	10.261	10.595	25.725	0.346	-0.094	0.327
O	16.273	17.165	26.118	-0.477	0.547	-0.354
O	17.696	6.841	30.013	0.565	0.067	0.251
O	8.645	8.358	33.286	-0.209	-0.324	-0.482
O	7.389	6.846	24.608	-0.186	-0.184	0.274
O	6.127	4.752	33.615	0.264	0.188	-0.399
O	9.745	9.531	30.973	0.056	0.571	-0.005
O	12.824	15.299	22.868	-0.065	-0.316	0.376
O	12.11	14.454	27.71	-0.258	0.076	-0.708
O	6.43	7.456	28.172	-0.197	-0.051	0.472
O	3.258	10.503	32.996	-0.061	-0.037	0.084
O	15.866	16.109	33.573	-0.366	0.216	0.025
O	2.609	13.759	30.48	-0.155	-0.29	0.096
O	17.164	11.04	28.359	0.241	0.13	0.54
O	17	14.379	28.871	-0.601	-0.067	0.146
O	10.002	18.007	22.954	-0.34	0.269	0.435
O	5.167	14.031	29.718	0.453	0.009	0.314
O	10.524	16.713	30.792	-0.213	0.477	0.62
O	8.246	9.02	25.969	-0.103	0.012	0.167
O	12.323	17.512	24.152	0.04	-0.049	0.587
O	5.715	8.441	25.816	-0.456	0.363	-0.134
O	8.137	16.329	22.191	0.13	-0.102	0.288
O	7.47	5.401	29.397	-0.365	-0.293	0.015
O	12.632	9.11	34.566	0.288	0.044	-0.244
O	8.052	19.241	33.69	0.077	0.339	-0.207
O	10.659	2.855	25.148	0.337	-0.123	0.37
O	3.378	18.57	29.479	0.421	0.165	0.427
O	4.609	9.321	28.074	0.01	-0.167	0.567
O	2.378	17.17	25.019	0.056	0.356	0.001
O	8.449	4.372	24.927	-0.274	-0.318	0.113
O	5.081	14.168	27.175	-0.415	-0.022	-0.441
O	1.936	15.757	27.096	0.503	-0.207	0.008
O	1.833	9.143	31.335	0.322	0.302	-0.347
O	9.452	13.146	34.042	0.261	-0.374	-0.156
O	9.381	14.719	32.052	-0.515	0.281	-0.043
O	5.645	18.586	32.948	-0.033	0.008	-0.108
O	1.703	4.439	23.133	-0.154	-0.215	0.428
O	9.661	11.705	23.298	-0.303	-0.622	0.285
O	4.554	12.247	31.481	0.376	-0.206	-0.069
O	6.959	4.838	22.912	-0.316	0.174	0.191
O	10.897	8.11	22.272	-0.071	-0.197	0.264
O	3.978	15.078	24.371	0.009	0.077	0.426
O	1.619	4.115	29.303	-0.178	-0.365	0.678
O	14.26	12.04	22.977	-0.185	0.247	0.127
O	10.631	7.985	26.424	0.592	-0.002	-0.194
O	14.565	5.757	31.637	-0.475	0.09	-0.007
O	14.239	18.861	33.172	0.139	0.004	-0.123
O	10.655	5.311	33.541	-0.361	-0.224	-0.325
O	12.306	12.219	29.124	-0.108	-0.535	0.088
O	10.641	10.116	33.368	-0.043	0.575	-0.638
O	8.675	6.433	27.244	-0.466	-0.391	-0.472
O	14.165	14.036	29.185	0.671	0.053	-0.095
O	8.939	5.521	31.611	-0.185	0.119	0.042
O	6.641	15.918	28.192	-0.03	0.486	-0.104
O	4.246	12.849	22.989	-0.189	-0.13	0.222
O	8.735	7.661	29.53	-0.048	0.041	0.226
O	12.032	12.014	24.467	0.057	0.393	0.044
O	14.795	11.35	29.361	-0.071	-0.047	-0.038
O	13.753	13.617	33.85	-0.17	0.276	0.026
O	1.902	18.474	27.331	-0.248	0.161	-0.197
O	4.076	6.852	27.171	-0.102	-0.087	-0.109
O	13.325	5.853	29.372	0.244	0.204	-0.552
O	1.59	5.999	27.549	-0.235	0.435	-0.336
O	15.27	7.255	22.988	-0.292	-0.106	0.213
O	15.74	5.397	29.179	-0.349	0.178	-0.491
O	14.484	3.496	30.547	0.373	-0.157	-0.231
O	9.773	13.202	25.406	-0.144	0.208	-0.267
O	13.906	15.166	31.928	-0.45	0.219	0.035
O	16.747	10.988	25.783	0.156	0.44	-0.682
O	15.163	17.333	31.317	0.201	0.005	-0.221
O	9.963	12.864	27.937	-0.09	-0.635	0.172
O	9.121	3.415	29.873	0.182	-0.208	0.081
O	14.237	15.834	24.946	0.052	-0.237	0.193
O	10.608	5.411	25.767	0.706	0.042	-0.566
O	11.035	5.906	28.212	-0.083	-0.341	-0.143
O	11.141	18.425	28.923	0.228	0.047	-0.436
O	7.546	13.032	26.912	-0.045	-0.474	0.046
O	4.203	16.228	28.767	-0.057	0.193	-0.465
O	13.821	12.603	31.343	0.244	-0.342	0.185
O	16.333	5.577	33.573	0.236	-0.169	-0.251
O	1.292	6.88	24.081	-0.057	0.095	0.466
O	2.915	10.767	26.771	0.177	-0.198	-0.358
O	11.661	13.419	32.392	-0.058	-0.394	-0.334
O	12.748	16.351	29.448	0.302	-0.17	-0.122
O	16.104	9.012	29.709	-0.43	-0.104	-0.19
O	5.838	13.191	24.942	0.273	-0.146	-0.03
O	16.183	7.714	32.008	0.033	0.189	0.396
O	12.701	9.891	23.064	0.298	-0.391	0.118
O	2.918	5.314	25.337	0.221	-0.316	-0.032
O	4.25	16.985	31.36	0.323	-0.469	-0.254
O	5.442	11.544	26.978	0.169	-0.172	-0.149
O	10.88	14.231	29.971	0.355	-0.058	0.195

Results
total energy: -101655.094 eV
total energy less fixed offsets of O -438.35, Si -107.03 eV per atom: -1.894 eV
